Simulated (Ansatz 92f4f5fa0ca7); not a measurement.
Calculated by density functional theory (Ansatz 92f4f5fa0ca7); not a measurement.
Periodic cell of 226 atoms, Si133O92As1, from a study of silicon, its oxide and their interface. The atomic structure is a simulated model.
Doubt: the cutoff is far below the 930 eV that the study's wrapper takes by default for these files, so forces and energies are approximate.
This geometry differs little from another in the collection (a relaxation step or a small displacement).

Settings
functional: PBE
potential files: Ansatz PAW
basis: plane waves
wave-function cutoff: 580 eV
density cutoff ratio: 5
exchange-correlation grid ratio: 1
k mesh: 1 x 1 x 1, Gamma-centred
self-consistency stop: 5e-08 eV per atom in the density residual
occupations: fixed
spin: none
net charge: +1 e, with a uniform compensating background and no finite-size correction

Cell vectors (angstrom)
a  10.938  0  0
b  0  10.938  0
c  0  0  31.9494

Atoms and the computed forces on them: element, x, y, z (angstrom), force x, y, z (eV/angstrom)
Si  10.6258  -0.0004  24.4137  0.0001  -0.0011  0.0003
Si  5.0755  0.1203  24.6611  0.0006  -0.0001  0.0001
Si  2.8214  2.2893  24.526  -0.0003  0.001  0.0001
Si  8.5695  2.4362  24.559  -0.0006  0.0003  -0.0001
Si  10.7079  5.5848  24.3306  0.0012  0.0004  0.0007
Si  5.1567  5.6133  24.4442  -0.0002  -0.0013  -0.0005
Si  2.988  7.9554  24.4022  -0.001  0.0005  -0.0004
Si  8.4164  7.8281  24.4128  -0.0001  0.0011  0.0008
Si  1.2921  1.1278  25.8381  0.0004  -0.0001  -0.0012
Si  6.8148  1.3269  25.7346  -0.0004  0.0001  -0.001
Si  3.9839  4.0086  25.7263  0.0002  -0.0003  -0.0011
Si  9.6887  4.0205  25.8505  -0.0001  -0.0002  -0.0014
Si  1.337  6.7944  25.6646  -0.0008  -0.0002  -0.0007
Si  6.8025  6.7201  25.7485  0.0004  0  -0.0014
Si  3.9988  9.4655  25.9576  -0.0006  0.0008  -0.0008
Si  9.4814  9.4389  25.798  -0.0006  -0.0001  -0.0012
Si  2.6318  -0.1365  27.2901  0.0003  -0.0006  0.0002
Si  8.1377  -0.0691  27.1392  0.0011  0.0001  -0.0002
Si  0.0783  2.6508  27.2083  -0.0002  0.0002  0.0007
Si  5.4499  2.7186  27.105  -0.0004  -0.0005  0.0001
Si  2.6641  5.4146  27.1021  -0.0002  0.0003  -0.0001
Si  8.1896  5.3656  27.1296  -0.0005  -0.0007  0.0014
Si  0.0094  8.15  27.1271  0.0014  0.0005  0.0001
Si  5.5103  8.1386  27.1785  0.0003  0.0004  0.0011
Si  4.0851  1.3255  28.4913  0.0002  -0.0004  -0.0003
Si  9.5427  1.3132  28.5006  -0.0003  -0.0005  0
Si  1.3883  4.0651  28.5601  -0.0001  -0.0004  -0.0001
Si  6.8053  4.0571  28.5188  0.0006  0.0003  0.0001
Si  4.0786  6.7735  28.4831  0.0002  -0.0006  0.0005
Si  9.5564  6.7772  28.4769  -0.0007  -0.0006  0.0004
Si  1.2876  9.4759  28.628  -0.0002  -0.0005  -0.0013
Si  6.8227  9.5356  28.5584  -0.0006  -0.0006  0
Si  -0.0466  -0.0224  29.929  0  0.0008  0.0005
Si  5.4504  -0.0144  29.8922  -0.0004  -0.0002  0.0002
Si  2.7714  2.7138  29.8955  -0.0003  -0.0003  0.0006
Si  8.1846  2.6995  29.8701  0.0002  0.0002  0
Si  -0.018  5.4372  29.8852  0.0001  0.0002  0.0003
Si  5.4533  5.4447  29.8831  0.0003  0.0004  0.0001
Si  2.7361  8.14  29.9057  0.0004  0.0003  0.0003
Si  8.2213  8.172  29.8755  0.0001  -0.0002  0.0003
Si  1.3672  1.3737  31.2463  0.0003  -0.0002  -0.0001
Si  6.8204  1.3664  31.257  0  0.0001  0.0001
Si  4.1144  4.0826  31.2749  0.0002  0  0.0002
Si  9.5446  4.0806  31.2463  -0.0005  0  0.0001
Si  1.3546  6.8057  31.2675  -0.0004  0  0.0002
Si  6.8253  6.8406  31.2379  -0.0001  -0.0001  -0.0002
Si  4.0853  9.5595  31.2561  0.0002  0  0
Si  9.546  9.5433  31.2853  0  -0.0006  0.0001
Si  2.7414  0.0218  0.6704  0.0002  0.0003  -0.0007
Si  8.1955  0.0138  0.6685  0.0003  0.0001  -0.0002
Si  0.0071  2.7511  0.673  0.0001  0  -0.0001
Si  5.4849  2.7472  0.7067  -0.0001  0.0002  -0.0001
Si  2.7372  5.4598  0.675  -0.0001  -0.0003  0
Si  8.2009  5.4883  0.6574  0.0002  0.0003  -0.0007
Si  0.0152  8.2106  0.6964  0  0.0001  -0.0003
Si  5.4777  8.2247  0.6805  -0.0001  -0.0002  0.0001
Si  4.1007  1.3873  2.0662  0.0004  -0.0004  -0.0004
Si  9.5914  1.365  2.0273  -0.0009  0.0003  -0.0002
Si  1.3596  4.1388  2.0546  0.0012  -0.0009  -0.0008
Si  6.8416  4.1592  2.0465  -0.0002  -0.0005  0.0006
Si  4.0949  6.85  2.0287  0.0004  0.0006  -0.0002
Si  9.5749  6.844  2.0491  0.0003  -0.001  0.0002
Si  1.3725  9.6232  2.0459  -0.0004  0.0003  0.0008
Si  6.8263  9.6363  2.0463  -0.0008  -0.0007  -0.0009
Si  0.0421  0.0564  3.4561  0.0018  -0.0008  -0.0016
Si  5.4793  0.049  3.459  -0.0003  0.0011  0.0016
Si  2.7188  2.7766  3.4067  -0.0004  0.0001  0.0007
Si  8.2528  2.7859  3.3384  0.0007  0.0014  0.0008
Si  0.0078  5.5082  3.4601  -0.0016  0.0022  0
Si  5.4707  5.5344  3.4259  -0.0006  -0.0008  0
Si  2.7491  8.2621  3.3796  -0.0012  -0.0016  -0.0001
Si  8.2274  8.2759  3.3655  0.0019  0.0012  0.0009
Si  1.3686  1.4715  4.8495  0.0014  -0.0003  0.0003
Si  6.9063  1.4876  4.7276  -0.001  -0.0008  0.0003
Si  4.0634  4.1609  4.7573  0.001  0.0008  -0.0003
Si  9.6004  4.0759  4.784  -0.0017  -0.0008  -0.0004
Si  1.403  6.937  4.7872  0.0027  0.0004  -0.0017
Si  6.8261  7.0069  4.731  -0.0006  -0.0003  0.002
Si  4.1021  9.5697  4.7949  0.0022  0.0001  0.0016
Si  9.5815  9.6242  4.7823  -0.0039  0.0001  -0.0003
Si  2.7755  0.058  6.1177  -0.0006  -0.0002  0.0019
Si  8.2873  0.1341  6.1033  -0.0003  -0.0006  0.0005
Si  0.0163  2.8094  6.3187  0.0002  0.0016  0.0003
Si  5.5138  2.8485  6.0796  0.0006  0  0.0007
Si  2.7634  5.5971  6.1524  0.0012  0.0004  0.0021
Si  8.2311  5.5906  5.9344  0.0004  0.0007  0.0007
As  0.0498  8.3164  6.3511  -0.0018  0.0001  0.005
Si  5.5014  8.3128  6.2404  -0.0003  0.0014  0.0011
Si  4.4239  1.1998  7.3413  0.0012  -0.0014  -0.0001
Si  9.8021  1.1674  7.6275  -0.0032  0.0003  0.0036
Si  1.1863  4.5101  7.5119  0.0019  -0.001  0.0033
Si  6.6394  4.5478  7.2644  -0.0007  0.0003  0.0005
Si  4.3292  6.717  7.5561  -0.0012  -0.0002  -0.003
Si  9.6821  6.5572  7.5104  -0.0036  -0.0003  0.0035
Si  1.3372  10.0341  7.7408  0.0086  -0.0004  0.0019
Si  6.7164  9.9805  7.4281  -0.0001  0.0001  -0.004
O  9.5839  1.2377  23.9824  0.0005  0.0007  0.0003
O  4.1034  6.803  23.947  0.0007  0.0003  0.0005
O  4.0117  1.2349  24.0306  0  -0.0001  0
O  9.5347  6.6966  23.8998  -0.0002  -0.0003  -0.0002
O  -0.0137  5.5826  8.0053  -0.0016  0.0029  -0.0016
O  5.5671  0.1415  7.9234  -0.0038  0.0005  0.0011
O  0.065  0.0851  8.1478  0.0027  -0.0062  -0.0012
O  5.5401  5.6261  7.8927  0.0028  -0.0022  0.0009
O  7.6331  3.9821  8.4298  -0.0009  0.0005  -0.0019
O  8.7374  7.0909  8.7439  0.0036  -0.0022  -0.004
O  2.1819  9.4609  9.0439  -0.0055  0.0034  -0.005
O  8.887  1.6856  8.9227  0.0009  0.0006  -0.0022
O  7.6334  9.4997  8.7123  0.0005  -0.0004  0.0009
O  3.5702  1.8278  8.5893  0.0007  -0.0006  -0.0014
O  3.5709  7.2317  8.9479  -0.0004  0.0007  0.0004
O  2.0629  4.0272  8.8252  -0.0014  0.0009  -0.0028
O  8.1387  3.4951  23.3654  0.0007  -0.0007  0.0016
O  0.4519  4.93  22.954  -0.0005  0.0002  0.0011
O  1.8976  2.7404  23.2459  0.0008  -0.001  0.0017
O  5.8324  4.9093  23.1159  -0.0006  0.0006  0.0014
O  5.5247  9.9744  23.5131  -0.0008  0.0007  0.0018
O  2.4475  8.6966  23.0246  0.0007  -0.0006  0.0015
O  0.1917  10.0641  23.088  -0.0003  0.0005  0.0012
O  7.7862  8.5704  23.0745  0.0004  -0.0006  0.0008
Si  8.6625  7.6948  18.4444  -0.0001  0.0001  -0.0006
Si  8.7895  6.361  13.6409  0.0001  -0.0002  0.0024
Si  3.7963  1.5409  14.7509  -0.0002  0.0001  0.002
Si  2.1417  5.7491  17.6343  0  -0.0001  -0.0003
Si  2.4181  3.1414  19.4906  0  0.0002  -0.0015
Si  9.8193  9.038  12.0976  -0.0003  0.0002  0.0024
Si  1.3335  9.4212  22.0741  -0.0001  -0.0001  -0.0018
Si  9.1766  0.9683  13.2072  0  0  0.0022
Si  1.4249  5.0553  13.0405  0.0002  -0.0002  0.0021
Si  1.7961  8.2572  12.8391  0.0002  -0.0004  0.0024
Si  6.6476  9.5478  22.426  0.0003  -0.0001  -0.0017
Si  4.531  4.6032  15.719  0.0001  -0.0001  0.0013
Si  8.2165  3.0332  9.5985  0.0006  0  0.0025
Si  0.8436  8.2448  19.2643  0.0001  -0.0002  -0.0013
Si  6.9502  1.3463  21.0933  0.0002  0  -0.0016
Si  8.234  8.3448  9.6938  -0.0012  0.001  0.0024
Si  10.8915  5.206  15.6186  0.0001  0  0.0012
Si  7.5736  9.5007  16.3268  0.0001  0.0001  0.001
Si  9.9315  2.0533  20.2995  -0.0001  0  -0.0016
Si  3.2273  8.5099  9.9422  0.0014  -0.0014  0.0023
Si  6.6983  3.342  17.4095  0  0.0001  -0.0001
Si  1.1682  0.209  19.8019  0.0001  -0.0001  -0.0014
Si  3.2347  2.8152  12.3158  -0.0001  0.0002  0.0021
Si  7.2223  5.3886  19.6826  -0.0001  -0.0003  -0.0015
Si  5.7546  8.6778  11.5638  0.0007  -0.0003  0.0019
Si  5.7866  6.0751  13.2124  0.0001  -0.0002  0.0023
Si  4.6376  9.7022  17.6319  -0.0001  0  -0.0002
Si  1.0215  3.595  22.1705  -0.0002  -0.0001  -0.002
Si  4.899  1.482  18.8022  0  -0.0002  -0.0011
Si  3.1906  3.0895  9.5358  -0.0001  0.0006  0.0026
Si  6.4566  10.827  13.806  0  0  0.0022
Si  10.3536  0.1192  15.98  0.0001  0.0001  0.0012
Si  5.6591  3.6644  11.1638  0  0.0001  0.0013
Si  9.8502  3.9028  11.9191  0  -0.0001  0.0017
Si  2.3462  9.9248  15.5621  0  0  0.0014
Si  6.0786  8.114  19.8021  0  0.0001  -0.0014
Si  6.9365  3.9706  22.3711  0  -0.0001  -0.0017
Si  9.7544  2.7778  17.3703  0.0002  -0.0001  0
O  7.1987  6.3807  13.9772  0  0  -0.0011
O  1.8861  7.0576  18.6821  -0.0002  0.0002  0.0007
O  10.2845  4.0428  16.5346  -0.0002  -0.0004  -0.0001
O  6.1682  9.9583  17.0563  0  -0.0001  -0.0002
O  10.1536  0.6999  14.471  0.0001  -0.0003  -0.0008
O  8.449  6.1116  18.8552  0.0001  0  0.0005
O  5.1737  0.691  14.4391  0.0001  -0.0001  -0.0009
O  5.7159  2.0523  17.519  -0.0001  -0.0001  0.0002
O  8.3489  1.9364  20.5604  -0.0001  -0.0002  0.0009
O  1.9939  4.2977  18.403  0.0001  -0.0003  0.0005
O  6.962  2.8155  10.6336  0.0002  0  -0.0009
O  4.87  2.7071  12.2167  0.0001  -0.0001  -0.0009
O  6.0357  4.391  16.3461  0.0001  -0.0001  -0.0003
O  4.5671  3.916  9.9317  -0.0003  -0.0004  -0.0006
O  10.6889  2.7696  21.559  0.0001  0  0.001
O  9.7307  6.1651  14.9691  0.0001  -0.0001  -0.0005
O  6.0106  6.4785  19.8406  0.0001  0  0.0009
O  4.0838  0.1671  18.2853  0  0.0001  0.0005
O  9.26  10.5596  12.2733  0.0003  -0.0003  -0.001
O  2.8569  4.3602  12.7128  0  -0.0001  -0.0008
O  1.9128  10.7054  21.2118  0  -0.0002  0.0011
O  3.996  2.7204  19.3848  -0.0001  0  0.0008
O  0.7316  10.0415  15.9674  -0.0001  0  -0.0005
O  1.2794  9.8018  18.8373  0  0  0.0006
O  1.7125  1.6638  19.2715  0  -0.0001  0.0007
O  8.9428  10.3954  16.5039  -0.0001  -0.0001  -0.0003
O  4.8769  8.576  18.7943  0.0001  -0.0002  0.0007
O  9.5878  8.7599  10.4949  0  -0.0002  -0.001
O  6.752  4.0785  18.858  0.0001  0  0.0008
O  2.8451  1.715  13.4172  0.0001  -0.0001  -0.001
O  5.8263  8.7631  21.2672  0.0001  0.0001  0.001
O  2.5401  2.4507  10.8868  0.0003  0.0003  -0.0012
O  7.6219  4.8462  21.1722  -0.0001  -0.0001  0.0011
O  5.214  7.4821  12.5586  0  -0.0001  -0.001
O  0.4371  9.0711  12.5094  0.0002  0  -0.0013
O  7.5843  1.0652  13.579  0  0  -0.001
O  7.117  9.6389  14.7502  0.0001  -0.0001  -0.0007
O  8.9784  5.0366  12.6961  0  -0.0001  -0.0012
O  8.0987  8.0379  16.9144  0.0001  -0.0002  -0.0001
O  6.2146  2.5709  21.9056  0.0001  0.0001  0.001
O  2.4646  9.0711  14.1202  0.0001  0.0001  -0.0008
O  0.4316  4.4955  11.8682  -0.0001  -0.0001  -0.0008
O  0.8171  8.3149  20.9371  0.0001  0.0002  0.0012
O  9.4022  3.8351  10.354  -0.0008  -0.0006  -0.0009
O  9.6593  2.3872  12.5322  -0.0001  0  -0.0008
O  7.6232  8.557  19.3973  -0.0001  -0.0001  0.0009
O  2.5501  8.1779  11.3794  -0.0002  0.0003  -0.0009
O  3.9775  3.0636  15.3781  0.0001  0  -0.0007
O  0.8301  4.4853  14.4439  -0.0003  0  -0.0007
O  10.0482  2.9967  18.962  0.0001  -0.0001  0.0008
O  9.1424  7.8064  12.9448  0  0  -0.0011
O  10.515  0.5339  20.0774  0  0  0.0008
O  6.0269  5.0515  11.9342  0  0.0002  -0.0007
O  8.1559  2.7376  17.0115  0  0  -0.0001
O  3.5411  5.4833  16.7344  -0.0001  0  -0.0002
O  4.6767  9.1345  10.3904  -0.0007  0  -0.0009
O  1.5381  6.6765  13.1878  0.0002  0.0004  -0.0011
O  4.7607  5.4914  14.3482  -0.0001  -0.0001  -0.0007
O  2.0492  3.8514  20.9224  0  -0.0001  0.0011
O  10.5574  1.4169  16.9488  0  0.0001  0
O  0.9562  6.0734  16.554  0.0002  0  -0.0001
O  7.3277  10.9492  21.945  -0.0002  -0.0002  0.0008
O  5.9345  0.9099  19.9164  0.0001  -0.0002  0.0009
O  6.0744  10.0376  12.4124  0  0  -0.0009
O  2.8493  0.5474  15.6162  0  0  -0.0007
O  7.0549  8.024  10.777  0.0001  0  -0.001
O  10.2476  8.0136  18.6913  0  -0.0001  0.0005
O  3.4491  9.1944  16.5842  0.0002  -0.0002  -0.0001

Results
free energy: -141734.308 eV
free energy less fixed offsets of As -4856.12, O -568.88, Si -635.61 eV per atom: -5.098 eV

The program warned: the cutoff lies below the one the program advises for these potential files; the forces do not sum to zero within the program's tolerance; the exchange-correlation potential is rough where the density is thin.
